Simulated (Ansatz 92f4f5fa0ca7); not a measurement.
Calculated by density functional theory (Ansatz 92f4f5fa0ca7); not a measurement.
Periodic cell of 259 atoms, Si165O94, from a study of silicon, its oxide and their interface. The atomic structure is a simulated model.
Doubt: the cutoff is far below the 930 eV that the study's wrapper takes by default for these files, so forces and energies are approximate.
This geometry differs little from another in the collection (a relaxation step or a small displacement).

Settings: functional PBE; potential files Ansatz PAW; basis plane waves; wave-function cutoff 580 eV; density cutoff ratio 5; exchange-correlation grid ratio 1; k mesh 1 x 1 x 1, Gamma-centred; self-consistency stop 5e-08 eV per atom in the density residual; occupations fixed; spin none; net charge 0.

Cell vectors (angstrom)
a	10.938	0	0
b	0	10.938	0
c	0	0	38.2115

Atoms: element, x, y, z (angstrom)
Si	0	0	0.683
Si	5.469	0	0.683
Si	2.7345	2.7345	0.683
Si	8.2035	2.7345	0.683
Si	0	5.469	0.683
Si	5.469	5.469	0.683
Si	2.7345	8.2035	0.683
Si	8.2035	8.2035	0.683
Si	1.3673	1.3673	2.0503
Si	6.8362	1.3673	2.0503
Si	4.1018	4.1018	2.0503
Si	9.5708	4.1018	2.0503
Si	1.3673	6.8362	2.0503
Si	6.8362	6.8362	2.0503
Si	4.1018	9.5708	2.0503
Si	9.5708	9.5708	2.0503
Si	2.7345	0	36.16
Si	8.2035	0	36.16
Si	0	2.7345	36.16
Si	5.469	2.7345	36.16
Si	2.7345	5.469	36.16
Si	8.2035	5.469	36.16
Si	0	8.2035	36.16
Si	5.469	8.2035	36.16
Si	4.1018	1.3673	37.5272
Si	9.5708	1.3673	37.5272
Si	1.3673	4.1018	37.5272
Si	6.8362	4.1018	37.5272
Si	4.1018	6.8362	37.5272
Si	9.5708	6.8362	37.5272
Si	1.3673	9.5708	37.5272
Si	6.8362	9.5708	37.5272
Si	-0.4969	0.3284	28.2327
Si	5.2034	0.2736	28.1092
Si	2.9641	2.5204	28.0277
Si	8.7314	2.0476	27.9168
Si	-0.4025	5.9934	27.0761
Si	5.7679	6.0156	27.781
Si	3.368	8.1404	27.8327
Si	8.457	8.2356	28.0018
Si	1.3248	1.3716	29.2706
Si	6.9071	1.3469	29.265
Si	4.1248	3.9899	29.4158
Si	9.4385	3.8952	29.178
Si	1.6735	7.0333	29.1028
Si	7.0535	6.98	29.4149
Si	4.1944	9.6211	29.4309
Si	9.5227	9.6347	29.5494
Si	2.6747	-0.0226	30.6806
Si	8.1223	0.0255	30.8251
Si	0.052	2.8125	30.6434
Si	5.5394	2.6699	30.7366
Si	2.801	5.5457	30.6218
Si	8.2346	5.3664	30.6455
Si	0.0977	8.1682	30.5995
Si	5.573	8.2515	30.7595
Si	4.1081	1.3119	32.0491
Si	9.5934	1.4269	32.0404
Si	1.4323	4.1514	32.0167
Si	6.848	4.0908	32.0864
Si	4.1546	6.8615	32.0488
Si	9.6467	6.7682	31.9686
Si	1.3592	9.5446	32.0642
Si	6.8394	9.5873	32.1965
Si	-0.0024	0.0117	33.4068
Si	5.4411	-0.0012	33.4965
Si	2.7651	2.7443	33.3892
Si	8.2314	2.7523	33.4436
Si	0.0455	5.4651	33.4147
Si	5.4833	5.4755	33.433
Si	2.7588	8.2054	33.4196
Si	8.2749	8.1572	33.3964
Si	1.3808	1.3783	34.7697
Si	6.8466	1.3824	34.801
Si	4.1085	4.1046	34.7887
Si	9.593	4.1195	34.7959
Si	1.3839	6.8458	34.7887
Si	6.8604	6.8429	34.7838
Si	4.0874	9.5606	34.8222
Si	9.582	9.5706	34.7822
Si	2.7332	-0.004	3.401
Si	8.1911	0.0105	3.4182
Si	-0.0212	2.7279	3.4311
Si	5.4672	2.7291	3.4245
Si	2.7162	5.459	3.4132
Si	8.1889	5.4491	3.4213
Si	-0.0101	8.191	3.3968
Si	5.4572	8.2022	3.4159
Si	4.0914	1.3547	4.773
Si	9.5189	1.3887	4.8158
Si	1.345	4.1015	4.7907
Si	6.8276	4.0845	4.8195
Si	4.0722	6.8345	4.7695
Si	9.5731	6.8153	4.7567
Si	1.3221	9.5967	4.7389
Si	6.8002	9.6008	4.7706
Si	-0.0391	0.0076	6.1309
Si	5.4401	0.0165	6.1861
Si	2.7008	2.6954	6.1182
Si	8.1697	2.7286	6.2637
Si	-0.0311	5.4543	6.1761
Si	5.4274	5.4595	6.1378
Si	2.6713	8.2252	6.0789
Si	8.2098	8.2271	6.0472
Si	1.3055	1.3756	7.504
Si	6.7748	1.3474	7.6543
Si	4.0816	4.0155	7.4834
Si	9.5651	4.1163	7.6292
Si	1.3325	6.8798	7.4736
Si	6.8607	6.8754	7.3833
Si	3.9872	9.5905	7.4615
Si	9.5397	9.5513	7.4644
Si	2.6245	-0.0018	8.8806
Si	8.238	-0.0466	8.9116
Si	-0.0375	2.6677	8.9854
Si	5.3847	2.7312	9.0262
Si	2.7563	5.4996	8.7313
Si	8.1481	5.5645	8.8563
Si	-0.0774	8.1908	8.8697
Si	5.3572	8.1311	8.6671
Si	3.7557	1.499	10.2853
Si	9.7311	1.1183	10.272
Si	1.3482	3.5401	10.6785
Si	6.6058	4.4233	10.193
Si	4.3492	6.5521	9.9886
Si	9.3392	7.039	10.2768
Si	0.9973	9.8065	10.186
Si	7.3555	9.482	10.5515
O	16.1559	4.5708	28.2985
O	9.6037	7.307	27.278
O	2.6252	2.5239	10.9879
O	8.339	8.2122	10.9118
O	11.966	6.1761	27.8314
O	-1.0841	4.7239	27.8035
O	5.4445	5.505	10.6737
O	-0.081	-0.0041	10.7734
O	7.5067	3.9895	11.5127
O	4.4652	0.5359	11.4291
O	9.9858	6.2106	11.545
O	3.6518	7.3458	11.2337
O	0.6037	4.0633	12.0641
O	6.9145	10.2391	11.9355
O	9.0476	1.7958	11.6308
O	1.5884	9.03	11.5031
O	-0.1364	5.7088	25.4953
O	3.0012	8.7815	26.3577
O	8.5774	2.4963	26.2777
O	-0.1741	10.244	26.9536
O	6.6611	5.7472	26.4147
O	2.6178	3.2232	26.5763
O	7.5584	8.8544	26.7684
O	5.5399	10.5254	26.6626
Si	4.3653	0.3354	15.1354
Si	3.2689	3.7269	25.1669
Si	-1.6523	4.0702	17.6807
Si	13.419	7.5801	17.4811
Si	5.7727	0.3707	12.4005
Si	3.7789	9.4397	19.4495
Si	-5.7014	11.5354	17.9183
Si	0.6914	11.5459	20.9052
Si	4.3226	2.1099	22.7645
Si	-0.0046	8.3652	16.2571
Si	9.1677	8.8804	23.2383
Si	8.7513	0.8745	22.2385
Si	5.9761	5.4245	24.964
Si	1.111	5.5335	21.4071
Si	-0.6286	9.7944	18.8152
Si	6.7839	9.9383	25.829
Si	3.2861	4.6526	18.1717
Si	7.6967	3.7793	15.2504
Si	0.176	5.5859	12.5549
Si	0.7288	3.2706	19.3918
Si	7.8629	2.6469	12.3782
Si	2.4298	7.809	12.1768
Si	8.7448	1.4388	25.0313
Si	-2.9611	5.4862	20.219
Si	-0.6939	7.5161	20.7134
Si	-4.576	8.0289	23.5067
Si	1.0621	5.8979	24.4001
Si	6.2911	8.1293	20.4337
Si	15.7599	3.0004	16.2297
Si	-1.3171	5.9027	15.3753
Si	-4.4609	4.0914	22.4594
Si	3.936	4.4162	21.0523
Si	2.3665	8.8361	24.8554
Si	-8.4063	-1.9762	14.9181
Si	7.6878	-0.1051	19.7498
Si	3.1306	-0.618	22.3415
Si	-0.1514	-0.6166	25.3371
O	3.1078	8.3873	13.5247
O	7.414	-1.6289	20.2789
O	8.3869	3.1889	16.624
O	2.1985	4.76	24.5468
O	-1.2781	-3.419	15.6731
O	5.1555	2.197	17.6209
O	2.6068	8.7919	18.5493
O	3.3463	9.4634	20.9952
O	6.0936	3.6092	15.4184
O	5.1884	4.9675	21.9332
O	4.0838	1.9492	15.2126
O	5.8951	2.5799	22.7177
O	3.11	6.2526	18.1105
O	6.4645	1.8323	12.4364
O	7.7046	0.978	20.9847
O	3.5647	2.8979	21.5428
O	-1.0194	9.1019	24.6688
O	-0.6516	0.8789	24.9277
O	1.2193	1.8517	19.9985
O	6.977	4.6593	23.9146
O	-1.8251	-0.0714	18.9846
O	9.8857	8.3121	19.3488
O	3.5654	13.4007	24.1752
O	3.2939	9.2561	23.5793
O	6.8262	6.6392	20.0401
O	5.1733	-0.1583	16.4716
O	-6.8728	0.0231	18.902
O	-0.3892	5.5158	14.0844
O	-0.7441	8.4382	22.0608
O	-0.3593	9.6501	17.2092
O	8.2697	3.011	13.9172
O	-3.3507	4.2819	21.2772
O	5.1018	8.4802	19.3776
O	1.8822	3.8734	18.4179
O	10.1209	5.1289	16.7402
O	-4.7669	9.3384	24.4537
O	-6.2639	4.5256	25.324
O	4.2934	0.5093	22.5397
O	1.3631	-0.8229	24.8572
O	6.6411	0.3505	18.636
O	1.7039	0.1647	22.1104
O	4.2714	4.382	19.4542
O	0.8955	-2.051	14.9941
O	10.2566	11.9994	21.6584
O	8.5313	10.313	22.8268
O	3.211	8.0489	16.0952
O	-3.1439	11.1405	25.4673
O	11.7482	6.9138	20.5902
O	12.6242	7.3927	24.5537
O	8.3163	4.8385	18.761
O	2.7241	5.4249	21.4064
O	5.5597	6.8245	24.2441
O	2.9266	-0.4052	15.0602
O	1.4782	6.5521	12.5502
O	-5.1494	8.1908	21.9923
O	9.247	6.2497	20.8747
O	-2.4869	1.9268	23.4821
O	3.876	4.2231	16.7149
O	11.3741	4.2583	20.6564
O	-2.8493	5.3737	15.0987
O	0.4686	5.6721	22.9014
O	-0.6267	3.1058	18.4979
O	0.5504	-0.6143	19.8173
O	5.2881	-0.0791	13.8726
O	0.9036	7.3383	17.1531
O	7.988	7.7635	23.4094
O	5.9274	9.0183	9.944
O	1.8413	-6.0029	9.9968
O	4.4774	6.9771	27.4499
O	15.0192	1.3766	27.6574

Results
free energy: -158353.020 eV
free energy less fixed offsets of O -568.88, Si -635.61 eV per atom: -2.650 eV

Forces (eV/angstrom), in the order of the atoms: element, x, y, z
Si	0.0071	-0.0115	0.0071
Si	0.0066	0.0052	0.0037
Si	-0.0057	0.0358	-0.0024
Si	-0.0141	0.0192	-0.0175
Si	0.004	0.0264	-0.0002
Si	-0.0141	0.0377	0.0048
Si	0.0382	0.0167	-0.0285
Si	0.0066	0.04	-0.0029
Si	-0.0793	0.0594	0.0308
Si	-0.0422	0.0504	-0.066
Si	0.0145	-0.0198	0.0373
Si	-0.0385	-0.0475	-0.0123
Si	0.0295	-0.018	-0.1445
Si	-0.0366	-0.0323	0.0501
Si	-0.0374	-0.0732	-0.1215
Si	-0.1271	0.0348	0.0015
Si	-0.1346	0.0843	0.0498
Si	0.0083	-0.0957	-0.0573
Si	0.1128	-0.0233	-0.0609
Si	0.0262	0.0897	0.051
Si	0.0288	-0.0158	-0.016
Si	0.0456	0.027	0.0279
Si	0.0884	0.0597	-0.0253
Si	0.1267	-0.0642	0.0105
Si	-0.0084	-0.0325	-0.0025
Si	0.0178	-0.035	-0.0106
Si	0.01	-0.0141	0.0039
Si	-0.0048	-0.0106	0.0106
Si	0.0327	-0.0555	0.0028
Si	-0.0241	-0.0124	0.0012
Si	-0.0355	0.0104	0.0171
Si	-0.0238	-0.0107	0.0045
Si	0.0073	-0.01	0.0165
Si	-0.0153	0.0038	-0.0249
Si	-0.0017	0.0006	-0.012
Si	-0.0097	0.0153	-0.0207
Si	-0.0026	-0.0031	0.049
Si	0.0082	0.0114	0.004
Si	0.0044	-0.0012	-0.0221
Si	-0.0045	-0.0069	-0.0083
Si	0.0108	0.0007	0.0028
Si	0.0008	0.0005	0.0157
Si	0.0037	-0.0041	0.0042
Si	0.0114	0.031	-0.0341
Si	-0.0168	-0.0155	-0.0153
Si	-0.0048	0.0045	-0.0007
Si	-0.0058	-0.0053	0.0178
Si	0.0002	0.0065	0.012
Si	0.0058	0.0047	0.0007
Si	-0.0015	-0.0031	-0.0069
Si	0.006	-0.0009	0.0051
Si	-0.0015	-0.0055	-0.0073
Si	0.0044	0.0012	-0.0027
Si	0.0027	0.0037	0.0098
Si	-0.0053	0.005	0.0029
Si	0.0102	0.007	-0.0041
Si	-0.0058	-0.0031	0.0009
Si	0.0017	0.007	0.0033
Si	0.0014	-0.0026	0.0065
Si	0.0098	-0.0005	0.0073
Si	-0.0043	0.0032	0.0035
Si	-0.0017	-0.0021	-0.0033
Si	-0.0015	0.0005	0.001
Si	-0.0018	-0.0021	0.0037
Si	0.0048	0.0006	-0.0022
Si	-0.0018	-0.0012	0.0001
Si	0.001	0.0008	-0.0021
Si	-0.0012	0.0029	-0.0017
Si	0.001	0.0009	0
Si	-0.0012	0.0004	0.0034
Si	0.0023	0.0009	-0.0006
Si	-0.0024	0.0016	-0.002
Si	0.0018	0.0014	-0.0003
Si	-0.0011	-0.0006	0.0013
Si	-0.0032	-0.0022	0.0021
Si	-0.0004	-0.0003	0.0005
Si	0.0009	-0.0022	0.0021
Si	0.0009	0.0013	0.0011
Si	0	0.0021	0.0007
Si	-0.0034	-0.0016	-0.0002
Si	0.0007	-0.0009	0.0002
Si	-0.0014	-0.0007	0.0007
Si	0.0015	0.0008	-0.0003
Si	-0.0032	0.0001	-0.0003
Si	0.0015	0.0007	0.0002
Si	0.0007	0.0024	0.0004
Si	0.0001	-0.0006	0
Si	0.0003	-0.0003	0.0009
Si	0.0007	-0.0013	0.0022
Si	-0.001	-0.0016	0.0051
Si	0.0002	0	0.0027
Si	0.0018	-0.0005	0.0061
Si	-0.0008	-0.0005	0.0042
Si	-0.0003	0.0022	0.0022
Si	-0.0012	0.0001	0.0044
Si	0.0016	0.0003	0.0017
Si	0.0019	-0.0012	-0.0032
Si	-0.0014	-0.0003	0.0015
Si	-0.0014	0.0028	-0.005
Si	0.0011	-0.0012	0.0046
Si	-0.0007	-0.0007	0.0036
Si	-0.0037	0.0058	-0.0005
Si	0.0018	-0.0005	0.0003
Si	-0.0038	-0.0011	-0.0055
Si	-0.0057	-0.0008	0.0057
Si	0.0019	-0.0037	-0.0045
Si	0.008	-0.0025	0.0012
Si	0.0029	-0.0034	-0.0057
Si	0.0009	0.0006	0.001
Si	0.0027	-0.0035	0.0004
Si	0.0008	-0.0013	0.001
Si	-0.0002	0.0057	0.0024
Si	-0.0053	-0.0034	0.0013
Si	0.0029	0.0004	-0.0057
Si	0.0006	-0.0044	-0.0068
Si	-0.0004	0.0113	0.0053
Si	-0.0117	0.0003	-0.0098
Si	-0.0078	0.0041	0.0075
Si	0.001	0.0033	0.0028
Si	-0.007	0.0117	-0.003
Si	0.0052	-0.0059	0.0009
Si	0.0018	-0.0049	0.0261
Si	0.0069	0.012	-0.0038
Si	-0.0087	0.0047	-0.0061
Si	0.0073	0	0.0181
Si	0	-0.0016	0.0052
Si	-0.0016	-0.0008	-0.0007
Si	-0.0143	-0.0094	0.0007
O	-0.0082	-0.0049	0.0055
O	0.0336	-0.048	-0.0016
O	-0.0103	0.0051	-0.0018
O	0.0006	0.006	-0.0083
O	-0.0521	-0.0046	0.0103
O	0.0073	0.0251	0.0083
O	0.006	-0.0063	-0.0023
O	-0.0014	0.0028	-0.0115
O	-0.0006	0.0014	0.0008
O	-0.0048	0.0029	-0.0009
O	-0.0051	0.0028	-0.0027
O	0.0064	-0.0023	-0.0044
O	0.0018	-0.006	0.0005
O	0.0055	-0.004	-0.0024
O	0.0082	-0.0076	-0.0169
O	-0.0011	0.0024	0.0027
O	-0.0018	0.002	0.008
O	0.0075	-0.0051	0.0178
O	0.0055	-0.0042	0.018
O	-0.001	0.0035	-0.0023
O	-0.0014	-0.0007	0.0008
O	-0.0008	-0.0047	0.014
O	0.0068	-0.0021	0.0126
O	0.0024	0.0023	0.0127
Si	-0.0012	-0.0012	0.0015
Si	0.0059	-0.0009	-0.0055
Si	0.0008	0.0017	0.004
Si	0.0025	-0.0009	0.0023
Si	-0.0016	-0.0002	0.0019
Si	0.0011	-0.0007	-0.0002
Si	0.001	-0.001	0.0033
Si	0.002	0.002	-0.0012
Si	0.0011	0.0014	-0.0009
Si	0.0009	0.0013	0.0016
Si	0.0021	-0.0022	-0.0005
Si	0.0001	-0.0011	-0.0039
Si	-0.0023	-0.0017	-0.0054
Si	0.0017	-0.0006	-0.0048
Si	0.0008	-0.0018	0.0017
Si	-0.0081	-0.0015	-0.0038
Si	-0.0038	0.0034	0.0058
Si	-0.0024	0.0032	0.0034
Si	0.0043	0.0077	-0.0024
Si	0.0028	0.0018	0.0027
Si	-0.0029	0.0036	-0.0009
Si	-0.0037	0.0041	-0.0027
Si	-0.0016	0.0037	-0.006
Si	-0.0007	0	0.0021
Si	0.0006	-0.0023	-0.0014
Si	-0.0009	-0.001	-0.0013
Si	0.0053	0.0018	-0.0049
Si	0.0003	-0.0003	-0.0006
Si	-0.0005	0.004	0.0056
Si	-0.0048	0.0018	0.0039
Si	-0.0034	-0.0012	-0.0019
Si	-0.0009	-0.0006	0.0031
Si	0.0002	-0.0009	-0.006
Si	0.0004	-0.0001	0.0008
Si	-0.0006	-0.0021	0.0017
Si	0.0022	0.0006	0.0011
Si	0.0055	-0.0096	-0.0074
O	-0.0006	0.0006	0.0061
O	0.0001	-0.0002	0.0016
O	-0.0016	-0.0007	-0.0014
O	-0.0001	-0.0012	0.0042
O	0.0009	-0.0032	0.0019
O	-0.0004	0.0048	-0.0043
O	0.0015	-0.0009	-0.0002
O	0.0001	0.0023	0.0056
O	-0.0042	-0.0031	0.0049
O	0.0005	-0.0022	0.0024
O	0.0022	0.0006	0.0027
O	0.0008	0.0012	0.0004
O	0.002	-0.0093	0.0014
O	0.0002	0.0018	0.0051
O	0.0016	-0.0002	0.0032
O	0.0016	0.0002	0.0022
O	0.0017	0.003	0.0035
O	-0.0007	-0.0003	0.0062
O	-0.0008	-0.0004	0.0028
O	-0.0005	0.0009	0.003
O	0.0017	0.0011	0.0009
O	0.0011	-0.0014	0.0037
O	-0.0025	0.0036	0.0071
O	-0.0006	0.0015	-0.0001
O	0	0.001	0.0008
O	-0.0005	0.0006	-0.0019
O	0.0019	-0.0001	-0.0002
O	0.0011	-0.0018	-0.0019
O	-0.0001	0.0003	0.004
O	0.0002	-0.0005	0.0014
O	-0.0002	-0.0017	-0.0025
O	-0.0009	-0.001	0.0025
O	0.0016	0	0.0015
O	0.0018	0.0035	0.0021
O	0.001	0.001	-0.0009
O	0.0014	0.0008	0.0043
O	-0.005	-0.0012	0.0017
O	-0.0039	-0.0049	0.0022
O	-0.0052	0.0017	0.0015
O	-0.0018	0.0007	-0.0005
O	0.0017	-0.0009	0.0025
O	-0.0042	0.0001	-0.0022
O	0.0023	-0.0008	0.0027
O	-0.0003	-0.0001	0.0021
O	-0.0003	0.0004	0.0023
O	-0.0008	0.0008	-0.0003
O	0.0044	0.0026	0.0007
O	-0.0019	-0.0044	0.005
O	-0.002	-0.0029	0.0018
O	0.0007	-0.0009	-0.0003
O	-0.0032	-0.0045	0.0012
O	0.0004	-0.0012	0.0033
O	0.0036	-0.0013	0.0019
O	-0.0024	-0.0029	0.0059
O	-0.0002	0.0005	0.0044
O	0.0022	0.0011	0.0018
O	0.001	-0.0013	0.0087
O	0.0051	-0.0083	-0.0006
O	0.002	0.0009	0.0009
O	0.0017	-0.0008	0.0022
O	-0.002	0.0004	0.0071
O	-0.0004	0	0.0008
O	0.0004	0	0.0025
O	0.0006	0.0007	0.0018
O	-0.0002	-0.0003	0.0009
O	-0.0007	0.0002	0.0025
O	0.0244	0.0001	0.001
O	-0.0017	-0.0152	0.0088
O	-0.0006	0.0001	0.0014
O	0.0078	-0.0103	0.011

The program warned: the cutoff lies below the one the program advises for these potential files; the forces do not sum to zero within the program's tolerance; the exchange-correlation potential is rough where the density is thin.
